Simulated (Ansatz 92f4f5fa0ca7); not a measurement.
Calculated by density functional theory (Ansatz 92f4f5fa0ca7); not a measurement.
Periodic cell of 288 atoms, Si144O112H32, with a vacuum gap, from a study of silicon, its oxide and their interface. The atomic structure is a simulated model.

Settings: functional r2SCAN; potential files Ansatz PAW; basis plane waves; wave-function cutoff 800 eV; density cutoff ratio 5; exchange-correlation grid ratio 1; k mesh 1 x 1 x 1, shifted by 0.5 0.5 0 of a step; self-consistency stop 1e-11 eV per atom in the density residual; occupations fixed; spin none; net charge 0; applied field sawtooth along c, amplitude -0.015 V/angstrom in the program's sign convention, ramp centred at 0.9897 of c and 0.0205 of c wide, no dipole correction.

Cell vectors (angstrom)
a 10.888 0 0
b 0 10.888 0
c 0 0 48.7761

Atoms: element, x, y, z (angstrom)
Si 0.1581 -0.2263 35.0863
Si 3.5512 2.4907 34.7167
Si 1.2583 6.9684 36.5689
Si 2.3328 8.4556 35.1314
Si 5.3733 0.1127 34.9333
Si 8.0858 2.8764 35.2023
Si 6.5761 4.7109 34.8447
Si 6.9774 6.5939 36.2817
Si 1.3277 1.1663 36.578
Si 4.7356 3.9217 36.0241
Si -0.0574 5.6773 35.1727
Si 4.1042 9.5029 36.2899
Si 6.8384 1.3001 36.4005
Si 9.677 4.0325 36.4501
Si 8.5672 7.7745 35.0658
Si 9.5359 9.4569 36.3948
Si 0.0519 2.6512 37.8367
Si 2.7818 -0.1351 37.8455
Si -0.0862 8.221 37.9335
Si 2.6919 5.5864 37.7389
Si 5.5381 2.6546 37.8014
Si 8.1809 -0.0683 37.7298
Si 5.4861 8.0366 37.5703
Si 8.2658 5.363 37.8174
Si 1.4395 4.0755 39.0928
Si 4.0919 1.3391 39.1253
Si 1.3817 9.488 39.2276
Si 4.1238 6.8166 39.0981
Si 6.8579 4.0406 39.1633
Si 9.5256 1.3066 39.1289
Si 6.7935 9.4349 39.0274
Si 9.5133 6.7677 39.2184
Si 0.0169 0.0002 40.5186
Si 2.7575 2.7226 40.4906
Si 0.0549 5.4103 40.4955
Si 2.7622 8.1256 40.5204
Si 5.4732 -0.0374 40.4372
Si 8.2011 2.675 40.5046
Si 5.456 5.4411 40.4646
Si 8.1299 8.1527 40.4981
Si 1.3645 1.3897 41.8483
Si 4.1113 4.0858 41.8467
Si 1.3816 6.7852 41.8688
Si 4.0924 9.5366 41.8325
Si 6.8291 1.3245 41.8361
Si 9.5495 4.0573 41.8415
Si 6.7638 6.8206 41.8521
Si 9.5131 9.525 41.8428
Si -0.031 2.6857 6.9571
Si 2.7434 0.0286 6.905
Si -0.0083 8.1766 6.9247
Si 2.7098 5.4095 6.9441
Si 5.5202 2.7502 6.9144
Si 8.1552 -0.0274 6.9611
Si 5.4241 8.2016 6.9585
Si 8.1514 5.4487 6.875
Si 1.309 4.0566 8.2832
Si 4.1648 1.3763 8.2161
Si 1.3269 9.6055 8.2602
Si 4.0583 6.8118 8.2628
Si 6.8571 4.1342 8.3246
Si 9.4722 1.3449 8.3418
Si 6.7942 9.5463 8.3615
Si 9.4586 6.8189 8.2288
Si -0.0496 0.0166 9.7123
Si 2.7794 2.6999 9.5073
Si -0.1487 5.4219 9.5694
Si 2.6938 8.2216 9.542
Si 5.5095 0.1389 9.7034
Si 8.2107 2.7842 9.7392
Si 5.4569 5.5246 9.6484
Si 8.1311 8.1207 9.6824
Si 1.394 1.4678 10.912
Si 3.9939 4.1781 10.8569
Si 1.2227 6.8415 10.7482
Si 4.0775 9.591 10.8554
Si 6.7129 1.6677 11.1621
Si 9.5111 4.1315 11.2046
Si 6.7448 6.8278 11.1518
Si 9.5371 9.3801 11.0604
Si 0.0493 4.1463 15.6277
Si 2.5827 -0.1282 12.202
Si 1.6021 8.9414 13.4053
Si 0.7714 3.4348 12.1481
Si 7.8243 5.2878 12.6198
Si 7.8307 0.5108 12.8652
Si 3.2318 7.1646 13.2906
Si 5.9287 4.3912 14.2011
Si 2.3533 5.3065 12.0286
Si 1.738 2.5111 14.0844
Si -0.1512 7.8529 12.3484
Si 5.1838 8.1791 12.3414
Si 3.7883 1.3525 13.52
Si 10.0918 1.3545 14.9028
Si 6.19 10.5034 14.2799
Si 9.5136 6.3131 13.8116
Si 12.5141 -10.8398 29.5719
Si 0.0319 14.8309 21.0432
Si 11.2994 -5.3283 18.4352
Si 9.5536 8.0081 18.0472
Si 22.1349 17.2688 30.1225
Si 12.1741 3.71 33.2969
Si 0.8221 8.9902 21.0855
Si -15.1717 -4.196 25.7754
Si 16.541 3.4522 19.3904
Si 13.3833 -2.8028 30.4884
Si -1.7118 7.9544 28.9877
Si 9.3739 16.7383 26.827
Si -4.4404 -40.1442 29.6975
Si 5.5204 5.1072 31.915
Si 6.5236 -2.065 33.0554
Si -14.7524 22.4259 16.9012
Si 13.1721 9.6623 18.3736
Si 9.4672 -6.7098 29.4836
Si 15.7082 26.4117 27.2653
Si -4.1893 -0.5436 21.1027
Si 7.7717 14.5048 21.6124
Si 31.469 -22.0142 28.1697
Si 14.2094 6.8561 18.1754
Si 26.6233 -4.7044 15.596
Si 26.5669 11.3756 19.1153
Si 15.3598 -26.6572 20.8242
Si 10.923 11.817 21.2161
Si -16.6561 2.9323 12.4515
Si -1.9672 -10.9015 19.1864
Si -1.4722 -10.8709 23.6745
Si -3.8721 -9.8827 28.06
Si 3.2375 -0.3407 26.9301
Si -5.728 12.8574 25.8928
Si -0.677 -9.429 33.566
Si 13.2769 -4.5598 28.0585
Si 23.5711 6.2584 22.4111
Si -5.1598 -12.7894 27.6368
Si 11.1831 -1.1035 16.1801
Si 7.7519 -4.3581 16.2532
Si 19.638 -2.4174 22.0624
Si 11.3221 20.6951 25.6287
Si 11.8359 -14.997 25.3646
Si 11.294 -19.477 30.923
Si 17.7832 6.312 22.7078
Si 17.7609 12.1325 23.4786
Si -4.166 -7.216 16.3694
Si 14.865 7.2369 32.84
Si 6.5286 -14.113 30.2963
O 13.7466 -14.1873 28.9796
O -0.4871 -18.9123 29.6914
O -15.1329 -12.9575 31.4378
O 8.915 -12.3866 23.3817
O 8.7106 2.001 33.9255
O 2.8284 3.2649 33.4846
O 6.5027 -9.0811 26.7676
O 4.0885 -16.1278 32.4922
O 4.2407 9.28 27.0637
O 27.4296 -2.7281 29.0308
O 16.263 5.8705 26.4048
O 22.4345 24.2118 21.2654
O 16.2631 29.5294 33.4929
O -0.6433 -22.6414 26.8025
O -2.2982 10.1455 12.1611
O -0.9007 -8.0789 15.6475
O -2.533 11.4556 17.8031
O 11.0927 4.3629 19.4937
O -6.1413 4.5733 20.1178
O 12.8336 -0.726 26.0487
O 5.872 14.5807 17.7882
O 25.0459 -5.0468 21.9001
O 4.8404 0.5372 14.5249
O 1.3929 -1.8749 19.5722
O 21.7592 4.9699 16.9957
O 7.9637 -6.9983 29.9784
O 12.4379 7.7931 21.8997
O 7.8169 4.9064 16.5257
O 16.5428 12.7147 24.36
O 5.7472 -4.254 21.605
O -14.3681 2.2914 22.4095
O 7.1004 3.5277 20.1335
O 10.3677 17.7223 18.8233
O -5.1007 -23.6082 13.6329
O 6.404 -22.2535 27.9777
O 28.3547 -13.6276 26.5206
O 27.1251 -0.553 20.2295
O -1.9311 1.336 13.7449
O 7.7851 -10.5528 20.2854
O -16.2326 -7.1332 31.012
O 12.5702 6.2613 24.0266
O 15.2434 22.952 34.1976
O 14.9282 -10.0313 26.212
O 9.1881 -12.4764 18.9349
O 1.0344 -11.2205 21.5585
O 8.8233 9.5073 28.9004
O 44.2761 -9.6448 14.347
O 1.5639 25.3688 15.3286
O -7.4191 5.1402 27.9883
O 6.2531 17.8603 15.8297
O 8.1578 29.1176 17.578
O 13.2724 -8.7931 35.7465
O 28.178 -4.0813 24.1729
O 8.3718 -3.9344 22.4406
O -8.0913 -3.3626 33.8743
O -1.534 3.8541 21.4305
O 11.9574 27.5203 28.8003
O -12.0285 -10.0616 22.3197
O 18.026 4.7331 22.5908
O 26.6621 -30.6355 19.6312
O 32.578 10.8305 24.4925
O -4.7558 10.2613 33.6806
O -1.4383 -3.5978 27.552
O 12.1743 10.3723 17.3158
O 0.7513 5.1194 21.8999
O -7.2152 17.8993 14.8692
O -8.9394 16.921 18.4022
O -18.4855 -0.0397 18.8292
O -15.7901 6.2966 30.9313
O 0.9824 14.4853 31.7139
O 8.786 -3.8838 15.0991
O 10.5286 5.1701 14.4283
O 10.2772 -21.0849 19.7314
O 7.9724 -14.5545 29.7342
O -8.9838 9.5895 30.4261
O 23.8009 6.8302 26.5729
O 6.925 -11.3725 15.7407
O -1.4599 -17.125 27.9246
O -6.6688 6.0213 17.1033
O -5.0223 -17.577 28.4127
O 4.0692 -3.8927 19.6094
O 23.0738 -1.301 34.5129
O -3.4634 19.802 21.2376
O -11.3958 -9.4985 31.9399
O 11.7615 -5.7514 33.9264
O 10.0419 43.548 15.7913
O 0.321 2.6511 34.0543
O 10.0804 -5.5578 30.4737
O 22.9867 20.2067 14.947
O 7.9668 5.8489 26.0329
O 31.9084 -13.158 21.2411
O 28.9508 -8.7678 16.2188
O 17.2386 -10.8903 22.5834
O 0.3874 8.2792 25.1117
O 28.2482 -5.9683 33.2069
O 29.9322 11.6583 24.3795
O 10.6126 5.7846 25.7803
O 21.4293 -3.0836 29.8112
O 1.5213 17.8002 31.124
O 3.5991 -16.752 36.4838
O -7.1227 18.9909 31.4795
O 16.5754 0.4452 17.7746
O 7.9402 -13.3996 33.6797
O 10.4461 19.3699 16.7871
O 2.7187 -21.6374 28.3873
O 9.6975 17.5846 34.551
O 3.0472 30.1664 17.6939
O 19.5316 0.9792 28.0092
O 21.8809 0.0983 29.0355
O 4.5232 3.4127 26.2444
O 28.2608 1.8122 29.3729
O 12.5676 1.3989 30.4645
H 2.1916 0.5733 42.7807
H 0.5129 2.1806 42.7807
H 3.2664 4.8838 42.7792
H 4.9548 3.2862 42.7792
H 0.5603 7.6075 42.8012
H 2.1889 5.9491 42.8012
H 4.9131 8.7138 42.7649
H 3.28 10.3677 42.7649
H 7.6429 0.4948 42.7685
H 6.0431 2.1806 42.7685
H 8.7257 4.8772 42.7739
H 10.3514 3.2161 42.7739
H 5.9545 7.6548 42.7846
H 7.5902 6.0036 42.7846
H 10.3404 8.7088 42.7752
H 8.6845 10.34 42.7752
H 0.8206 1.8948 6.0247
H -0.8329 3.5269 6.0247
H 3.5558 -0.8025 5.9726
H 1.9163 0.845 5.9726
H 0.8131 7.3544 5.9923
H -0.8356 8.9929 5.9923
H 1.9026 6.2456 6.0117
H 3.5547 4.6115 6.0117
H 6.3062 1.8941 5.982
H 4.6768 3.5498 5.982
H 7.3413 0.8023 6.0287
H 8.9838 -0.8424 6.0287
H 6.2333 7.3674 6.0261
H 4.6033 9.0244 6.0261
H 8.9752 4.6289 5.9425
H 7.3249 6.2658 5.9425

Results
free energy: -156487.035 eV
free energy less fixed offsets of H -15.71, O -570.45, Si -639.56 eV per atom: 2.725 eV

Forces (eV/angstrom), in the order of the atoms: element, x, y, z
Si 0.0008 0.0003 0.0008
Si -0.0173 -0.0057 -0.0208
Si -0.0068 0.0078 -0.0107
Si 0.0091 -0.0093 -0.0177
Si 0.0066 0.0046 -0.0199
Si 0.0094 -0.0023 -0.0121
Si 0.0045 0.011 -0.0418
Si 0.0031 -0.0149 -0.0122
Si 0.0119 -0.001 -0.0262
Si 0.0125 -0.0101 0.0069
Si 0.0053 -0.0115 -0.0123
Si -0.0126 0.0061 -0.0096
Si -0.015 0.016 -0.0173
Si -0.01 0.0111 -0.0199
Si -0.0051 -0.0004 -0.0177
Si 0.0083 -0.0007 -0.0108
Si -0.0059 0.0032 0.0141
Si -0.0002 -0.0001 0.0048
Si 0.0014 -0.0019 0.0052
Si 0.0137 -0.0177 -0.0203
Si 0.0044 -0.0043 -0.0055
Si 0.0074 0.0047 0.0126
Si 0.0084 -0.0001 0.01
Si 0.0013 -0.0059 0.001
Si -0.0301 -0.0271 0.0421
Si 0.0011 0.0109 0.0094
Si -0.0151 0.0016 0.0053
Si 0.0226 0.0224 0.0361
Si 0.0014 0.0143 0.0096
Si 0.003 -0.0166 0.016
Si -0.0014 0.008 0.0326
Si -0.0055 -0.0008 0.0082
Si -0.0153 0.0081 0.1805
Si 0.0323 -0.0314 0.1776
Si -0.0209 0.0095 0.1722
Si -0.0111 0.0148 0.1918
Si 0.0178 -0.0267 0.1721
Si -0.0421 0.0304 0.1945
Si 0.0763 -0.0791 0.177
Si 0.0209 0.0007 0.1791
Si 0.0034 -0.0636 0.3209
Si 0.0286 -0.0455 0.2274
Si 0.1373 -0.1882 0.3306
Si 0.0973 0.0046 0.3023
Si 0.0117 -0.069 0.2185
Si 0.1034 -0.0714 0.2909
Si 0.1452 -0.1059 0.3425
Si 0.0332 -0.062 0.266
Si -0.0512 -0.0014 -0.3075
Si -0.0056 0.0411 -0.3472
Si -0.1065 0.1565 -0.2463
Si -0.1331 0.1155 -0.3635
Si -0.0075 0.0126 -0.2492
Si -0.0729 0.0248 -0.1839
Si -0.0819 0.062 -0.2029
Si -0.0937 0.163 -0.4301
Si -0.0009 0.0076 -0.182
Si 0.0261 -0.0231 -0.1879
Si -0.0133 0.0065 -0.1859
Si 0.0168 0.0095 -0.1724
Si -0.0455 -0.0038 -0.188
Si -0.0092 0.0265 -0.161
Si -0.0171 0.0043 -0.1579
Si -0.0282 0.0451 -0.1896
Si 0.015 -0.0057 -0.0204
Si 0.0036 0.009 -0.0113
Si -0.0056 -0.0012 -0.015
Si 0.0174 0.0072 -0.0109
Si -0.0163 0.0034 -0.0231
Si -0.0094 -0.0054 -0.0349
Si -0.0006 0.0048 -0.0334
Si -0.0019 -0.0148 -0.0266
Si 0.0194 -0.0041 -0.021
Si -0.0021 -0.019 -0.006
Si -0.0027 -0.0062 0.0041
Si -0.0047 -0.0045 -0.0082
Si -0.0034 0.003 0.0042
Si 0.0026 0.0085 -0.0049
Si -0.0098 0.0046 0.0005
Si -0.0006 0.005 0.0013
Si 0.0048 -0.0078 -0.0484
Si 0.0003 -0.0016 0.0187
Si -0.0093 0.005 -0.0235
Si 0.0015 0.01 0.0177
Si 0.0033 0.0084 0.0135
Si -0.0092 -0.0047 -0.009
Si 0.0048 -0.0324 -0.0152
Si -0.0032 -0.0066 0.0009
Si -0.0066 0.0098 0.0145
Si -0.008 0.0006 -0.0264
Si 0.0088 -0.0032 0.0094
Si -0.0016 0.0042 -0.0049
Si -0.0048 -0.0131 -0.0051
Si 0.0111 0.0086 -0.0327
Si -0.0066 -0.0047 -0.0365
Si -0.004 -0.0051 -0.031
Si 0.0055 -0.0049 -0.052
Si 0.0018 0.0003 -0.0461
Si -0.0043 0.0034 -0.0508
Si -0.0042 -0.0078 -0.0414
Si -0.003 0.002 -0.0401
Si -0.0089 -0.0029 -0.053
Si 0.0052 0.0036 -0.0384
Si 0.0008 -0.0008 -0.0803
Si -0.0035 -0.0046 -0.0562
Si -0.0105 0.0016 -0.0485
Si 0.0045 0.0052 -0.0424
Si 0.0041 0.0088 -0.0655
Si 0.0039 -0.0081 -0.0559
Si -0.0011 -0.0023 -0.0609
Si -0.0096 -0.0102 -0.0385
Si -0.0004 -0.0026 -0.048
Si -0.0012 0.0039 -0.0428
Si -0.0066 0.0122 -0.0441
Si -0.002 0.0023 -0.0428
Si -0.0039 0.003 -0.044
Si 0.0023 0.0017 -0.0476
Si -0.0005 -0.0047 -0.0491
Si 0.0026 -0.0069 -0.0468
Si -0.0069 -0.0043 -0.0648
Si -0.0004 0.004 -0.0455
Si -0.002 -0.0013 -0.052
Si 0.0083 0.0013 -0.0484
Si -0.0006 -0.0076 0.006
Si -0.0047 -0.0058 -0.0461
Si -0.0082 0.0011 -0.0475
Si -0.0049 0.0001 -0.0434
Si -0.0007 0.0037 -0.0517
Si 0.0045 -0.0022 -0.0584
Si 0.009 0.0102 -0.017
Si 0.0035 -0.0036 -0.0512
Si 0.0039 -0.0025 -0.0438
Si 0.002 0.0044 -0.0469
Si 0.0025 0.0035 -0.053
Si 0.0032 -0.0026 -0.0405
Si 0.0015 0.0021 -0.0422
Si -0.004 0.0044 -0.0529
Si 0.0067 -0.0016 -0.0547
Si 0.0057 -0.0016 -0.0625
Si -0.0011 -0.0071 -0.0497
Si 0.0102 -0.0059 -0.0521
Si 0.008 -0.0022 -0.0504
Si 0.0037 0.0004 -0.0578
Si 0.0052 0.0021 -0.0599
O -0.0001 0.0109 0.0286
O 0.0097 -0.0083 0.0257
O 0.0002 0.0113 0.0495
O 0.0034 0.0083 0.0248
O -0.0051 -0.0001 0.0153
O 0.0157 -0.0073 0.036
O 0.01 -0.0021 0.0211
O -0.0029 0.0038 0.0175
O 0.0049 -0.002 0.0196
O 0.0058 -0.01 0.0385
O -0.0069 -0.0075 0.0162
O -0.0005 -0.0021 0.0172
O 0.005 0.0054 0.0132
O -0.0091 0.0083 0.0321
O -0.0025 0.0047 0.0088
O -0.0035 0.0018 0.0186
O 0.011 -0.0059 0.0293
O -0.0027 -0.0109 0.0322
O -0.0035 0.0099 0.0174
O 0.0119 0.0038 0.0277
O -0.0084 -0.0013 0.0341
O -0.0094 0.001 0.0245
O -0.0004 0.004 0.0033
O -0.0088 -0.0037 0.0333
O 0.0018 0.0114 0.0343
O -0.0002 0.0004 0.0159
O 0.0033 -0.0111 0.0291
O 0.0029 0.0047 0.0188
O -0.0142 0.0065 0.0344
O 0.0112 0.0029 0.0313
O -0.0052 -0.0111 0.0225
O 0.0103 0.002 0.0287
O 0.002 -0.0015 0.0196
O 0.0063 0.0075 0.0192
O 0.0023 -0.0012 0.0118
O -0.0041 0.0099 0.0248
O 0.0095 -0.0058 0.0236
O 0.0122 0.0018 0.0138
O -0.0084 -0.0035 0.0244
O -0.0062 0.0137 0.0366
O -0.0107 0.0063 0.0519
O -0.0005 0.0003 0.0214
O -0.0062 -0.0074 0.0307
O -0.0023 0.0096 0.0246
O -0.002 0.0012 0.0044
O -0.0024 -0.0054 0.0232
O -0.0117 -0.0074 0.0221
O -0.0062 0.0045 0.0236
O -0.0044 0.0036 0.0165
O 0.0142 0.0011 0.0144
O 0.0064 0.0094 0.0208
O -0.0018 -0.0036 0.0186
O -0.0032 0.0038 0.0356
O -0.0043 -0.0029 0.0094
O -0.0128 0.0111 0.0377
O -0.008 0.0005 0.0095
O -0.007 0.0028 0.0205
O -0.0079 -0.0068 0.0207
O -0.0035 0.0071 0.0234
O 0 0.0014 0.02
O 0.013 -0.0091 0.0289
O -0.0109 0.0144 0.0368
O -0.0025 0.0097 0.0208
O 0.0101 -0.0036 0.0263
O 0.0058 0.009 0.0289
O 0.0014 0.0145 0.0214
O -0.0005 0.0001 0.0159
O 0.0027 0.0002 0.0145
O -0.0066 -0.0094 0.0312
O 0.0075 0.0067 0.0262
O -0.0075 0.0048 0.028
O 0.0004 0.0024 0.0246
O 0.0077 0.0049 0.019
O -0.0112 -0.0011 0.0245
O 0.0023 -0.0062 0.0203
O 0.0132 -0.0045 0.0363
O 0.0026 0.0067 0.0293
O 0.0028 -0.0081 0.0276
O -0.0084 0.0014 0.0339
O 0.0118 -0.0066 0.0314
O 0.0069 -0.0045 0.0328
O -0.0024 -0.0006 0.015
O 0.0055 -0.0044 0.0175
O -0.0128 -0.0076 0.0596
O -0.0097 0.0117 0.0216
O 0.004 -0.0084 0.0217
O -0.0014 -0.0063 0.0054
O 0.0027 0.0004 0.0171
O -0.0114 0.0081 0.0377
O 0.0072 -0.002 0.017
O -0.0104 -0.0009 0.0117
O 0.0026 -0.0103 0.0118
O 0.0006 0.0108 0.0338
O 0.0019 0.001 0.0244
O 0.0078 -0.005 0.0497
O 0.0005 0.0001 0.0197
O -0.0084 -0.0027 0.0274
O 0.0082 -0.0044 0.0188
O 0.0062 0.0018 0.0248
O -0.0187 0.0184 0.0241
O 0.0121 -0.0052 0.0385
O -0.0112 -0.0025 0.0287
O 0.0133 -0.0028 0.0334
O -0.006 -0.007 0.0196
O -0.0112 0.0026 0.0315
O 0.0032 0.0044 0.0151
O -0.0021 0.0023 0.0154
O -0.0001 0.0015 0.014
O 0.0115 0.0045 0.0254
O 0.0004 0.011 0.0245
O -0.0018 0.0103 0.0289
O -0.0062 0.0132 0.0253
H -0.2684 0.269 -0.2485
H 0.4258 -0.2663 -0.2553
H 0.3218 -0.2757 -0.2786
H -0.2526 0.2802 -0.2673
H 0.2646 -0.2181 -0.3085
H -0.3341 0.3171 -0.2015
H -0.3155 0.39 -0.2245
H 0.2674 -0.2504 -0.2956
H -0.3805 0.3481 -0.2394
H 0.1418 -0.3513 -0.2915
H 0.2162 -0.1719 -0.3121
H -0.3509 0.3962 -0.2003
H 0.2697 -0.4133 -0.2609
H -0.2252 0.209 -0.2428
H -0.3117 0.2001 -0.2729
H 0.3782 -0.344 -0.246
H -0.4131 0.1797 0.277
H 0.1876 -0.356 0.2784
H -0.4251 0.2322 0.2313
H 0.4152 -0.188 0.2345
H -0.2244 0.2623 0.3114
H 0.3369 -0.3404 0.1941
H 0.2868 -0.278 0.2323
H -0.3538 0.1812 0.303
H -0.1535 0.4758 0.2268
H 0.3739 -0.1704 0.2506
H 0.252 -0.3696 0.2726
H -0.2662 0.3323 0.3077
H -0.1403 0.339 0.3229
H 0.3654 -0.3075 0.2589
H -0.2542 0.2829 0.267
H 0.1758 -0.3724 0.2108

The program warned: the cutoff lies below the one the program advises for these potential files; the forces do not sum to zero within the program's tolerance; empty levels may hold ghost states of the PAW files; the exchange-correlation potential is rough where the density is thin.
